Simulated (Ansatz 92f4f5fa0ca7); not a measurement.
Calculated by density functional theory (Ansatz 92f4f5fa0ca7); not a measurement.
Periodic cell of 252 atoms, Si132O88H32, with a vacuum gap, from a study of silicon, its oxide and their interface. The atomic structure is a simulated model.

Settings
functional: r2SCAN
potential files: Ansatz PAW
basis: plane waves
wave-function cutoff: 800 eV
density cutoff ratio: 5
exchange-correlation grid ratio: 1
k mesh: 1 x 1 x 1, shifted by 0.5 0.5 0 of a step
self-consistency stop: 1e-11 eV per atom in the density residual
occupations: fixed
spin: none
net charge: 0
applied field: sawtooth along c, amplitude -0.015 V/angstrom in the program's sign convention, ramp centred at 0.9888 of c and 0.0225 of c wide, no dipole correction

Cell vectors (angstrom)
a, 10.88, 0, 0
b, 0, 10.88, 0
c, 0, 0, 44.5065

Atoms and the computed forces on them: element, x, y, z (angstrom), force x, y, z (eV/angstrom)
Si, 0.1706, -0.9558, 30.5612, -0.0049, 0.0106, -0.0393
Si, 2.7436, 2.4127, 30.9295, -0.0026, 0.0115, -0.0111
Si, 1.0267, 3.2157, 29.5964, 0.0049, 0.0037, -0.0008
Si, 2.0783, 7.6442, 30.8157, -0.0019, -0.0008, -0.0209
Si, 4.6548, 0.0806, 30.6653, 0.0007, -0.015, -0.0362
Si, 8.4608, 4.1411, 31.4116, -0.0127, 0.01, -0.0297
Si, 4.7923, 6.227, 30.2371, 0.003, -0.0082, -0.0545
Si, 7.8989, 8.1058, 30.7337, -0.0047, 0.0023, -0.0306
Si, 1.5468, 1.2156, 32.4679, 0.0104, -0.0041, -0.0185
Si, 3.938, 3.9922, 32.0997, -0.0054, -0.0128, -0.0261
Si, 0.9105, 6.2144, 32.1921, 0.0142, 0.0172, 0.0042
Si, 3.8688, 9.6383, 32.4324, -0.0038, 0.0096, -0.0258
Si, 6.9022, 1.5215, 32.2693, -0.0084, 0.0047, -0.0286
Si, 10.7623, 4.1377, 31.5413, -0.0038, -0.0209, -0.0041
Si, 6.3371, 6.9522, 31.9746, 0.0093, -0.0102, -0.003
Si, 9.3608, 9.3523, 32.0451, 0.0113, 0.0023, -0.0078
Si, 0.1204, 2.7283, 33.4555, 0.0097, 0.021, 0.0112
Si, 2.7322, 0.0011, 33.9614, -0.02, -0.0072, 0.0096
Si, -0.1799, 7.9527, 33.4341, -0.0001, 0.0147, -0.0027
Si, 2.6927, 5.4079, 33.5095, -0.0121, -0.0025, 0.0056
Si, 5.3511, 2.7286, 33.5467, -0.0123, -0.0116, 0.0047
Si, 8.2496, 0.0274, 33.4535, 0.0007, -0.0203, 0.0062
Si, 5.3901, 8.3252, 33.5633, 0.0021, -0.0024, 0.0151
Si, 7.7487, 5.471, 33.2642, 0.0114, 0.0079, -0.0143
Si, 1.4389, 4.0133, 34.9154, 0.0003, -0.0074, 0.0146
Si, 4.1423, 1.4093, 35.0744, 0.0103, 0.0225, 0.0214
Si, 1.2095, 9.3627, 34.8775, 0.0427, 0.0087, 0.0088
Si, 4.0315, 6.8503, 34.8295, -0.017, -0.0044, 0.0189
Si, 6.6882, 4.1048, 34.8545, 0.0072, -0.0054, 0.0262
Si, 9.5356, 1.4329, 34.7997, -0.0075, -0.0164, 0.0421
Si, 6.8717, 9.5829, 34.8607, -0.0276, -0.0197, 0.0223
Si, 9.3188, 6.6603, 34.7527, -0.0024, 0.0051, 0.0203
Si, -0.0461, -0.0039, 36.1717, -0.0006, -0.0332, 0.1871
Si, 2.7328, 2.7204, 36.3627, -0.0107, 0.0062, 0.1909
Si, -0.0528, 5.3825, 36.1418, -0.022, 0.0589, 0.1679
Si, 2.6543, 8.1059, 36.2373, -0.0391, 0.0318, 0.178
Si, 5.5211, -0.0016, 36.2979, 0.014, -0.0161, 0.175
Si, 8.1306, 2.7434, 36.1703, -0.0239, 0.0298, 0.1823
Si, 5.3759, 5.4772, 36.2122, -0.005, 0.0058, 0.2071
Si, 8.1512, 8.133, 36.189, 0.0478, 0.001, 0.1537
Si, 1.341, 1.2837, 37.5801, 0.1301, 0.1114, 0.4076
Si, 4.091, 4.1116, 37.6367, -0.1394, 0.1059, 0.5311
Si, 1.3153, 6.7351, 37.5757, -0.1094, 0.1203, 0.1014
Si, 4.0762, 9.4832, 37.543, -0.0677, 0.0718, 0.2916
Si, 6.8572, 1.3806, 37.624, -0.0995, -0.062, 0.3066
Si, 9.5234, 4.0396, 37.5499, -0.0451, 0.0856, 0.2448
Si, 6.7803, 6.8117, 37.5419, -0.0965, 0.0646, 0.4013
Si, 9.5127, 9.52, 37.5607, -0.117, -0.0861, 0.132
Si, -0.0061, 2.662, 6.9228, 0.1631, -0.0026, -0.2622
Si, 2.7237, -0.061, 6.9099, 0.0782, 0.0423, -0.4257
Si, 0.028, 8.1807, 6.9151, -0.0052, -0.1014, -0.2555
Si, 2.7105, 5.417, 6.9809, 0.2697, -0.1809, -0.2801
Si, 5.4793, 2.748, 6.9543, -0.0503, -0.0766, -0.3548
Si, 8.1936, -0.0094, 6.9777, -0.0652, -0.0463, -0.1922
Si, 5.4451, 8.1499, 6.9156, 0.1341, -0.0633, -0.3531
Si, 8.1901, 5.4687, 6.8637, 0.0134, 0.0165, -0.376
Si, 1.3741, 3.9912, 8.2896, -0.0089, -0.0212, -0.161
Si, 4.0914, 1.3092, 8.2097, 0.0161, -0.0079, -0.1809
Si, 1.4246, 9.4638, 8.3319, -0.0219, 0.0322, -0.1882
Si, 4.1233, 6.7923, 8.289, 0.0429, -0.0595, -0.1934
Si, 6.8521, 4.1565, 8.2579, -0.0204, 0.0083, -0.2126
Si, 9.5537, 1.3425, 8.3563, -0.029, 0.0198, -0.1683
Si, 6.8214, 9.4811, 8.2898, 0.0344, -0.0489, -0.1536
Si, 9.5455, 6.8207, 8.2393, 0.037, -0.0159, -0.1754
Si, 0.0745, -0.0413, 9.69, -0.0055, -0.0125, -0.029
Si, 2.78, 2.6193, 9.624, 0.006, 0.0024, -0.0244
Si, 0.0362, 5.4409, 9.5553, -0.004, 0.0038, -0.0153
Si, 2.8038, 8.0817, 9.7007, -0.0022, 0.0084, -0.0401
Si, 5.4113, -0.0522, 9.5779, -0.0046, 0.0146, -0.0036
Si, 8.1872, 2.8268, 9.6198, 0.0082, -0.0014, -0.0333
Si, 5.5416, 5.51, 9.6703, 0.0103, 0.0116, -0.0204
Si, 8.1966, 8.1227, 9.6648, -0.0025, 0.0089, -0.0202
Si, 1.4539, 1.2938, 11.0653, 0.002, 0.015, -0.0114
Si, 4.209, 4.0162, 10.8539, -0.0036, -0.0082, -0.0064
Si, 1.5483, 6.5304, 10.9703, -0.0218, -0.0002, 0.0161
Si, 4.1914, 9.43, 11.0454, 0.0129, 0.0176, -0.007
Si, 6.7039, 1.4477, 10.798, 0.0031, -0.0169, 0.0093
Si, 9.5625, 4.2255, 10.9797, 0.0143, 0.0043, 0.007
Si, 6.9203, 6.8014, 11.1627, 0.0108, -0.0078, -0.0015
Si, 9.5368, 9.4968, 11.0095, -0.0135, -0.0132, -0.0189
Si, 0.1019, 2.8668, 12.19, -0.0131, -0.0003, 0.0156
Si, 2.7613, -0.1985, 12.3947, -0.0028, -0.0105, 0.0038
Si, 0.5466, 7.5659, 12.7469, 0.0115, -0.0063, -0.0063
Si, 2.8246, 5.0783, 12.3482, 0.0082, 0.0161, 0.0053
Si, 5.5598, 2.8326, 12.3045, 0.012, 0.0125, -0.0082
Si, 8.1706, 0.2059, 12.0083, -0.0015, 0.0101, 0.0158
Si, 5.7147, 8.2957, 12.5224, 0.0024, 0.0029, 0.0107
Si, 8.3381, 5.5144, 12.5806, -0.0022, -0.0095, 0.0244
Si, 1.3168, 4.0069, 13.816, -0.0162, 0.0155, -0.0263
Si, 4.1377, 0.8028, 13.9502, 0.0127, -0.0018, -0.0388
Si, 1.9464, 9.0212, 13.8741, -0.0006, -0.0077, -0.0308
Si, 4.4101, 7.2132, 14.1544, -0.0104, -0.0006, -0.0565
Si, 7.2139, 3.786, 13.634, 0.009, 0.0077, -0.0382
Si, 9.3877, 1.6728, 13.2912, 0.0008, -0.0042, -0.0125
Si, 6.8212, 10.0988, 13.5578, 0.0162, -0.0011, -0.0103
Si, 11.3085, 6.025, 14.6675, -0.0124, 0.0014, -0.0371
Si, 6.5285, 8.8442, 17.6965, 0.0215, -0.0132, -0.0814
Si, -2.6461, -1.5182, 15.2316, 0.0021, 0.0079, -0.0516
Si, 1.4401, 6.5968, 17.6616, -0.0052, 0.0008, -0.0927
Si, 2.1327, 1.7713, 16.0408, -0.0114, -0.0009, -0.0705
Si, -0.4974, -4.9258, 23.7757, -0.0011, 0.0176, -0.0755
Si, 5.623, 5.0885, 16.0982, 0.017, 0.0044, -0.0804
Si, 7.2477, -12.1607, 23.2071, -0.008, 0.0061, -0.0727
Si, -0.0624, 10.7688, 15.5018, -0.0064, -0.0026, -0.0485
Si, 7.8143, -4.679, 17.7398, -0.0097, -0.0009, -0.087
Si, 3.8924, 7.8502, 18.7836, 0.0003, -0.0103, -0.0765
Si, 5.8002, -2.2535, 25.7284, -0.0006, 0.0121, -0.0853
Si, 10.134, 0.6334, 25.9066, 0.0002, -0.0173, -0.0764
Si, 3.2456, 5.1294, 19.3691, 0.0119, -0.0056, -0.0836
Si, 10.0595, -0.7426, 23.4044, -0.003, -0.0126, -0.0666
Si, 5.3648, 0.5968, 21.616, -0.001, -0.0039, -0.0785
Si, -0.8537, 6.0385, 19.6538, -0.0075, -0.0029, -0.1055
Si, -1.7756, 6.469, 14.7681, 0.0188, -0.0159, -0.0581
Si, 12.6609, 10.6797, 22.4507, 0.0082, -0.001, -0.0735
Si, 9.026, 7.6567, 22.1294, 0.0036, -0.0085, -0.088
Si, 4.2061, 13.874, 17.753, -0.0156, 0.0087, -0.0722
Si, 4.9096, 2.5548, 23.8907, -0.0086, -0.0116, -0.065
Si, 2.4788, 4.0332, 24.0486, -0.0047, -0.0075, -0.0637
Si, -7.1714, -0.5596, 20.4121, 0.0168, -0.0161, -0.0601
Si, 1.1637, 5.0449, 21.6109, 0.0089, 0.0094, -0.104
Si, 1.5029, 6.5781, 25.7189, -0.0004, 0.0071, -0.0798
Si, 2.8477, 9.3119, 24.8899, -0.0119, 0.0129, -0.0587
Si, 5.6421, 0.6536, 18.799, 0.0108, 0.0036, -0.0856
Si, 11.427, 4.7646, 27.831, 0.0062, 0.0156, -0.079
Si, 7.9705, 12.0829, 27.7223, -0.0069, 0.0047, -0.061
Si, -0.1847, 1.409, 28.6039, -0.0165, -0.0094, -0.0573
Si, 3.0303, 1.3673, 24.6162, -0.0004, -0.0001, -0.0474
Si, 20.7611, -7.3552, 25.3855, -0.0043, 0.0044, -0.0757
Si, -4.009, 14.2903, 26.0773, -0.0041, -0.0116, -0.0634
Si, 6.3053, 9.8199, 28.612, 0.0033, 0.0111, -0.0795
Si, 6.2156, 6.0394, 27.3694, -0.0016, -0.0046, -0.08
Si, 8.7028, 5.8686, 29.0384, -0.0037, -0.0029, -0.0596
O, -0.3329, -0.0355, 29.337, 0.0042, -0.021, 0.032
O, 1.0783, -0.0139, 31.489, -0.0003, 0.002, 0.0211
O, 4.6306, 4.6974, 30.7611, 0.0007, 0.0009, 0.0231
O, -0.0152, 6.7046, 25.1289, 0.0135, 0.0003, 0.0402
O, -0.7383, 5.4469, 28.5115, -0.0099, 0.0005, 0.0322
O, -6.8145, 3.9456, 23.7068, -0.0003, -0.0012, 0.0235
O, 1.0981, 8.6807, 29.9927, -0.0014, -0.002, 0.0216
O, 3.345, 6.9815, 30.0278, 0.0018, 0.0013, 0.0184
O, 3.7653, 1.3509, 30.1901, -0.0077, 0.0004, 0.0245
O, 6.2752, 2.8791, 24.6816, 0.0229, 0.0122, 0.0443
O, 5.8015, -3.7859, 26.2236, 0.0048, -0.0168, 0.0351
O, 2.7406, 8.5319, 31.9932, 0.0032, 0.0028, 0.0149
O, 7.7716, 6.2292, 27.7757, 0.0146, 0, 0.0371
O, 7.9619, 4.7382, 29.9539, 0.0064, -0.0122, 0.0297
O, 8.9977, 7.1185, 30.0218, -0.001, 0.0154, 0.0287
O, 7.8381, 13.5106, 31.5018, 0.0007, -0.0094, 0.0176
O, 3.778, 5.9878, 13.3201, 0.014, 0.0169, 0.0128
O, -5.3116, 0.076, 14.2279, -0.01, 0.006, 0.0114
O, 6.6229, 10.3649, 18.2479, -0.0146, 0.0209, 0.0407
O, -0.5538, 0.7631, 14.251, 0.0159, -0.0163, 0.0352
O, 3.2501, 8.2908, 14.5816, 0.0049, -0.0075, 0.0148
O, 2.4452, 7.822, 18.0367, 0.0148, 0.0068, 0.0369
O, 1.1732, 17.4027, 16.0702, 0.0207, 0.0065, 0.0792
O, 6.4518, 5.3871, 17.4582, 0.008, 0.006, 0.0361
O, 8.325, 2.6457, 14.1012, -0.0048, 0.003, 0.0159
O, 6.5418, 4.3436, 15.0067, -0.0216, 0.0112, 0.0487
O, 8.5151, -4.6545, 16.2723, -0.0245, -0.0011, 0.0694
O, 11.837, -1.28, 15.0451, -0.0052, 0.0097, 0.025
O, 3.2796, 11.7433, 15.3268, -0.0109, 0.0086, 0.0323
O, 5.473, 12.8431, 17.8566, 0.0077, -0.018, 0.038
O, 15.3526, 13.1883, 13.4442, -0.0142, -0.0171, 0.0206
O, 8.9317, 8.0722, 14.5442, -0.0052, 0.0058, 0.0136
O, -0.6229, 8.6174, 12.1977, 0.0091, 0.0027, 0.0222
O, 5.0561, 6.4859, 15.4729, 0.0063, -0.0133, 0.0343
O, 4.4625, 4.0679, 16.5631, -0.0102, -0.0155, 0.0391
O, -3.8533, -2.0004, 16.1806, -0.0212, -0.0101, 0.0684
O, -1.45, 10.1271, 16.0838, 0.0011, -0.0011, 0.0194
O, 0.8106, 11.7768, 16.4306, 0.0082, 0.0062, 0.0336
O, 2.7903, 2.2961, 17.4092, 0.0191, 0.0103, 0.0368
O, 1.7552, 2.9885, 15.0327, 0.0144, -0.0209, 0.0337
O, 3.8921, -2.1564, 20.1478, -0.0034, 0.0271, 0.0404
O, 9.9911, 1.9675, 24.9957, -0.002, 0.0007, 0.0282
O, 10.132, -2.2372, 22.8064, 0.0056, 0.0133, 0.0316
O, 2.1532, 5.2251, 18.1622, 0.011, -0.0055, 0.0391
O, 4.4261, 8.9816, 24.9635, 0.0133, -0.0063, 0.027
O, 10.8372, -5.9931, 20.4997, 0.0157, -0.0076, 0.0435
O, 4.984, -2.4658, 17.751, -0.0163, 0.0007, 0.0364
O, 4.2944, 6.342, 19.2006, -0.0017, -0.002, 0.027
O, 2.5061, 5.3718, 20.7819, -0.0251, -0.0028, 0.0537
O, -1.9253, -4.4517, 23.1888, 0.005, -0.0112, 0.0325
O, 0.0882, -4.119, 18.5428, -0.0188, -0.0062, 0.0488
O, 8.6766, 0.3191, 26.5527, -0.0118, 0.0066, 0.0366
O, 8.5178, 10.6122, 23.3189, 0.0083, 0.0045, 0.0237
O, -0.6372, 4.3776, 24.0771, -0.0058, -0.0222, 0.0467
O, 7.4653, -3.1986, 18.3574, -0.001, 0.0037, 0.0358
O, 11.4972, -4.6724, 22.6068, -0.0117, 0.0035, 0.0504
O, 8.7602, -5.4314, 18.8227, 0.0228, -0.0025, 0.0478
O, 5.2593, 1.9989, 22.4123, -0.0052, 0.0224, 0.0573
O, 4.0128, 3.7203, 19.1999, -0.0055, 0.0109, 0.0401
O, 6.9637, -1.9523, 24.6488, -0.0158, -0.012, 0.0522
O, 2.146, 8.0707, 25.6808, -0.0037, -0.0132, 0.0263
O, 9.4677, -3.7075, 20.668, -0.0114, 0.023, 0.0602
O, 4.0961, 0.1315, 18.9789, -0.0123, -0.0077, 0.0473
O, 13.1346, 5.4503, 24.8078, -0.0051, 0.019, 0.0421
O, 16.9182, -1.3687, 27.0585, 0.0083, 0.0145, 0.0599
O, 11.1853, 11.8412, 27.0982, 0.0085, 0.015, 0.0597
O, 12.3576, 5.978, 27.2387, -0.0086, -0.0255, 0.0553
O, -3.2653, 8.4425, 22.1197, -0.0041, 0.0113, 0.0371
O, 19.2666, 3.9101, 25.8588, -0.0043, -0.0006, 0.0232
O, 2.5828, 1.0479, 23.0701, 0.0029, 0.0086, 0.0439
O, 1.6253, 3.888, 22.6575, 0.0119, -0.0103, 0.0521
O, 5.9978, -0.4491, 22.6797, 0.0202, -0.0134, 0.0433
O, 2.7203, -0.0141, 25.4615, -0.0017, -0.0077, 0.0233
O, 4.8783, -0.8058, 29.3231, -0.0125, 0.0049, 0.0364
O, 5.9768, -6.2912, 26.7068, -0.0034, 0.0202, 0.0316
O, 5.3543, 6.2015, 28.7199, -0.015, 0.006, 0.0616
O, 0.2013, 0.1139, 22.5078, -0.0075, -0.0047, 0.0271
O, 2.2444, -1.4906, 23.3681, 0.0085, -0.0094, 0.0428
O, 2.1742, 10.5098, 20.8977, -0.0223, 0.0061, 0.0507
O, 2.1551, 2.7209, 25.0018, -0.0058, -0.0017, 0.0213
O, -4.6422, 11.8591, 20.2805, -0.0061, -0.0029, 0.0596
O, 7.2378, 0.2378, 28.749, -0.0058, -0.0086, 0.0318
O, 17.9582, 8.6796, 29.4383, 0.0146, -0.0165, 0.0434
O, 6.8581, 13.0741, 27.1327, 0.0072, -0.016, 0.0377
O, 9.1706, 12.8984, 28.4578, 0.0198, 0.0061, 0.035
O, -0.3252, 10.2753, 24.9544, -0.0024, 0.0191, 0.05
O, 6.1037, 0.6206, 31.1732, 0.014, 0.0049, 0.0272
O, 10.916, 3.8847, 26.5708, 0.0191, 0.0084, 0.0629
H, 2.1742, 0.4735, 38.5125, -0.4053, 0.2367, -0.2392
H, 0.5287, 2.1149, 38.5125, 0.1948, -0.3769, -0.2319
H, 4.9201, 3.2972, 38.5691, -0.1699, 0.3129, -0.2908
H, 3.2466, 4.9101, 38.5691, 0.4356, -0.2525, -0.1673
H, 2.1601, 5.937, 38.5082, -0.4797, 0.1207, -0.3063
H, 0.5424, 7.603, 38.5082, 0.1784, -0.3623, -0.2533
H, 4.9087, 8.6723, 38.4755, -0.4286, 0.2545, -0.2511
H, 3.2493, 10.2999, 38.4755, 0.3655, -0.2698, -0.254
H, 7.6627, 0.5428, 38.5564, -0.1647, 0.4873, -0.2274
H, 6.0322, 2.1992, 38.5564, 0.2707, -0.2217, -0.285
H, 8.7306, 4.8894, 38.4823, 0.2288, -0.2704, -0.2492
H, 10.337, 3.2097, 38.4823, -0.3051, 0.265, -0.2958
H, 5.9594, 7.6344, 38.4743, 0.3805, -0.3639, -0.1949
H, 7.6218, 6.0101, 38.4743, -0.2683, 0.1882, -0.2901
H, 10.3512, 8.7151, 38.4932, -0.1992, 0.3274, -0.2967
H, 8.7007, 10.3514, 38.4932, 0.1927, -0.4606, -0.2629
H, -0.8197, 3.492, 5.9903, 0.2134, -0.2791, 0.3326
H, 0.8062, 1.8309, 5.9903, -0.3216, 0.2755, 0.2573
H, 1.8906, 0.7493, 5.9775, 0.1931, -0.3637, 0.2729
H, 3.5506, -0.8777, 5.9775, -0.3838, 0.307, 0.2319
H, 0.8009, 7.3127, 5.9827, -0.2223, 0.348, 0.2361
H, -0.8105, 8.9855, 5.9827, 0.4423, -0.1903, 0.2559
H, 3.555, 4.6185, 6.0484, -0.334, 0.2898, 0.1978
H, 1.8657, 6.2151, 6.0484, 0.2908, -0.2418, 0.3235
H, 4.6502, 3.5624, 6.0219, 0.2932, -0.297, 0.2363
H, 6.3042, 1.9293, 6.0219, -0.2193, 0.3353, 0.233
H, 7.3881, 0.8284, 6.0452, 0.254, -0.2676, 0.2915
H, 9.0056, -0.8408, 6.0452, -0.2696, 0.3749, 0.279
H, 6.266, 7.3272, 5.9832, -0.3159, 0.2923, 0.2552
H, 4.6125, 8.9608, 5.9832, 0.3743, -0.2784, 0.278
H, 7.3486, 6.2703, 5.9313, 0.3847, -0.2319, 0.236
H, 8.9829, 4.6189, 5.9313, -0.2103, 0.3026, 0.2611

Results
free energy: -135115.480 eV
free energy less fixed offsets of H -15.71, O -570.45, Si -639.56 eV per atom: 8.760 eV

The program warned: the cutoff lies below the one the program advises for these potential files; the forces do not sum to zero within the program's tolerance; empty levels may hold ghost states of the PAW files; the exchange-correlation potential is rough where the density is thin.
